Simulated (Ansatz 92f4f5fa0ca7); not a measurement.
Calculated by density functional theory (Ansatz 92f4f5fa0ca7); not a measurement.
Periodic cell of 258 atoms, Si166O92, from a study of silicon, its oxide and their interface. The atomic structure is a simulated model.
Doubt: the cutoff is far below the 930 eV that the study's wrapper takes by default for these files, so forces and energies are approximate.

Settings: functional PBE; potential files Ansatz PAW; basis plane waves; wave-function cutoff 580 eV; density cutoff ratio 5; exchange-correlation grid ratio 1; k mesh 1 x 1 x 1, Gamma-centred; self-consistency stop 5e-08 eV per atom in the density residual; occupations fixed; spin none; net charge 0.

Cell vectors (angstrom)
a, 10.938, 0, 0
b, 0, 10.938, 0
c, 0, 0, 37.6811

Atoms and the computed forces on them: element, x, y, z (angstrom), force x, y, z (eV/angstrom)
Si, 0, 0, 0.683, -0.0091, -0.0122, -0.0275
Si, 5.469, 0, 0.683, 0.0131, -0.0389, -0.0108
Si, 2.7345, 2.7345, 0.683, -0.0077, -0.009, 0.0065
Si, 8.2035, 2.7345, 0.683, -0.0073, -0.0297, -0.005
Si, 0, 5.469, 0.683, -0.0261, -0.0006, -0.004
Si, 5.469, 5.469, 0.683, -0.0107, -0.0272, -0.0306
Si, 2.7345, 8.2035, 0.683, 0.0109, -0.0381, -0.0107
Si, 8.2035, 8.2035, 0.683, 0.0094, -0.0495, 0.0117
Si, 1.3673, 1.3673, 2.0503, 0.0286, -0.0749, -0.083
Si, 6.8362, 1.3673, 2.0503, 0.009, -0.0308, -0.0565
Si, 4.1018, 4.1018, 2.0503, 0.0917, 0.0998, -0.0344
Si, 9.5708, 4.1018, 2.0503, 0.0041, 0.0262, -0.0827
Si, 1.3673, 6.8362, 2.0503, 0.0609, -0.0126, -0.0486
Si, 6.8362, 6.8362, 2.0503, -0.0222, -0.0861, -0.0342
Si, 4.1018, 9.5708, 2.0503, 0.0605, 0.0008, -0.0631
Si, 9.5708, 9.5708, 2.0503, 0.1109, 0.0232, -0.0227
Si, 2.7345, 0, 35.6296, 0.0169, 0.0424, 0.0271
Si, 8.2035, 0, 35.6296, -0.0287, 0.0092, -0.0036
Si, 0, 2.7345, 35.6296, -0.1298, -0.0505, 0.0478
Si, 5.469, 2.7345, 35.6296, -0.1097, -0.1059, -0.0037
Si, 2.7345, 5.469, 35.6296, -0.0311, 0.0243, 0.0216
Si, 8.2035, 5.469, 35.6296, -0.0034, 0.0235, 0.0067
Si, 0, 8.2035, 35.6296, -0.0987, -0.0225, 0.0201
Si, 5.469, 8.2035, 35.6296, -0.0793, -0.0425, 0.03
Si, 4.1018, 1.3673, 36.9969, 0.0087, 0.0288, 0.0273
Si, 9.5708, 1.3673, 36.9969, -0.015, 0.0523, 0.0134
Si, 1.3673, 4.1018, 36.9969, 0.0038, 0.0152, -0.0022
Si, 6.8362, 4.1018, 36.9969, 0.0032, 0.0253, -0.0158
Si, 4.1018, 6.8362, 36.9969, 0.0192, 0.0206, 0.0055
Si, 9.5708, 6.8362, 36.9969, 0.0087, 0.0222, 0.01
Si, 1.3673, 9.5708, 36.9969, 0.0192, -0.0071, -0.0038
Si, 6.8362, 9.5708, 36.9969, -0.0099, 0.0383, -0.0003
Si, 0.0963, -0.7415, 26.9619, 0.137, -0.0467, -0.2407
Si, 5.6455, -0.2712, 27.59, 0.0379, -0.1268, -0.4869
Si, 2.4409, 3.1647, 27.5699, 0.1095, 0.1208, -0.388
Si, 7.5898, 3.1571, 27.5528, 0.3764, -0.5895, 0.0747
Si, 0.0988, 5.2649, 27.3794, 0.0509, -0.1263, -0.3358
Si, 5.8472, 4.97, 27.3923, -0.5539, 0.5416, -0.3075
Si, 2.564, 8.2226, 27.4339, 0.0316, 0.1204, -0.2671
Si, 7.835, 8.3891, 27.4268, -0.1623, 0.2128, -0.3596
Si, 1.3396, 1.4745, 28.7501, -0.0834, -0.0477, -0.2679
Si, 6.7286, 1.4102, 28.8897, -0.1021, -0.0214, -0.0738
Si, 4.123, 4.1986, 28.8493, -0.071, -0.1626, -0.044
Si, 9.4328, 4.1142, 28.7393, 0.0178, 0.0762, -0.1678
Si, 1.3118, 6.7711, 28.7843, -0.043, -0.0807, -0.0963
Si, 6.7358, 6.7372, 28.7355, 0.1207, 0.0876, -0.1132
Si, 4.0307, 9.492, 28.832, -0.0524, 0.0356, -0.1154
Si, 9.5198, 9.4869, 28.6718, -0.0647, 0.0174, -0.0071
Si, 2.6666, 0.0133, 30.1189, 0.0407, -0.0665, 0.0117
Si, 8.2287, 0.0308, 30.094, 0.0975, -0.0557, 0.0255
Si, -0.1165, 2.7337, 30.1213, -0.0658, -0.0305, 0.0519
Si, 5.3368, 2.7077, 30.2453, -0.0382, 0.0285, 0.0992
Si, 2.716, 5.5089, 30.1967, 0.0649, 0.0465, 0.1397
Si, 8.1765, 5.5098, 30.162, -0.053, -0.0259, 0.0756
Si, -0.0694, 8.159, 30.107, -0.0277, 0.0537, 0.153
Si, 5.4066, 8.1156, 30.1605, -0.0542, -0.0049, 0.0786
Si, 4.0067, 1.3256, 31.5763, -0.0081, 0.1149, 0.0308
Si, 9.5376, 1.3606, 31.5441, -0.0045, -0.0046, -0.0043
Si, 1.312, 4.0857, 31.4959, 0.1204, -0.0082, -0.0924
Si, 6.7978, 4.1002, 31.5244, -0.0151, -0.0195, -0.0823
Si, 4.0596, 6.8372, 31.6035, -0.0432, 0.0371, -0.0125
Si, 9.5381, 6.8426, 31.5537, 0.007, -0.0072, -0.0589
Si, 1.3079, 9.5545, 31.4824, -0.0358, 0.0155, -0.1086
Si, 6.8307, 9.5565, 31.4557, 0.0041, -0.0506, -0.1067
Si, -0.0174, -0.0111, 32.886, -0.0498, 0.0096, -0.0191
Si, 5.456, -0.0302, 32.8743, -0.0407, 0.0079, -0.072
Si, 2.6718, 2.7341, 32.9097, -0.0303, -0.0724, -0.0351
Si, 8.168, 2.7318, 32.8994, -0.0083, -0.014, -0.0329
Si, -0.0198, 5.4612, 32.8962, -0.013, 0.0309, -0.0648
Si, 5.4513, 5.4573, 32.9178, -0.0382, -0.0065, -0.0021
Si, 2.6822, 8.2294, 32.9049, 0.0784, -0.0232, -0.0217
Si, 8.1717, 8.2187, 32.8966, 0.0428, 0.0152, -0.0774
Si, 1.3408, 1.3486, 34.2696, 0.0186, 0.0187, 0.0166
Si, 6.8139, 1.3483, 34.258, 0.0218, 0.0324, -0.0321
Si, 4.0791, 4.0851, 34.2665, 0.0302, 0.0054, -0.0301
Si, 9.5551, 4.0917, 34.2619, 0.015, -0.0409, -0.0101
Si, 1.351, 6.8284, 34.2661, 0.0067, 0.0013, -0.0299
Si, 6.8263, 6.8326, 34.2663, -0.0264, 0.0031, -0.0149
Si, 4.0909, 9.5632, 34.2625, -0.0136, -0.0009, -0.002
Si, 9.5595, 9.5663, 34.2608, 0.0033, 0.0109, 0.0041
Si, 2.7474, 0.0033, 3.4122, 0.0132, -0.0222, -0.0027
Si, 8.2141, 0.0031, 3.4118, -0.0374, 0.0002, 0.0151
Si, 0.0084, 2.7378, 3.3995, -0.0116, 0.0064, 0.0221
Si, 5.4715, 2.7326, 3.4091, -0.0092, 0.0164, -0.0045
Si, 2.7475, 5.4801, 3.4186, -0.0118, -0.0171, 0.0045
Si, 8.2047, 5.4627, 3.4159, -0.0066, 0.0267, 0.0438
Si, 0.0259, 8.2172, 3.4144, -0.0251, -0.0376, 0.0237
Si, 5.4728, 8.2008, 3.4117, 0.031, -0.0076, 0.0277
Si, 4.1086, 1.3721, 4.7734, 0.0096, -0.0444, 0.0051
Si, 9.5961, 1.3698, 4.7671, 0.007, 0.0014, 0.0667
Si, 1.4056, 4.0689, 4.7566, -0.0326, 0.0647, 0.0302
Si, 6.8542, 4.0648, 4.7829, -0.0341, -0.0106, 0.0563
Si, 4.1056, 6.8538, 4.7997, 0.0395, -0.008, 0.0815
Si, 9.5954, 6.8368, 4.752, 0.0244, -0.0082, 0.012
Si, 1.4231, 9.5586, 4.7939, 0.0438, 0.0838, 0.0807
Si, 6.8608, 9.5523, 4.7644, -0.0097, -0.0265, 0.0166
Si, 0.0652, 0.0269, 6.1169, 0.0087, -0.0627, 0.0141
Si, 5.4939, -0.0012, 6.0978, -0.0237, 0.0425, 0.0698
Si, 2.7279, 2.6955, 6.1635, 0.0483, -0.0165, 0.0817
Si, 8.2284, 2.695, 6.1718, -0.0051, 0.1007, 0.1138
Si, 0.044, 5.4555, 6.0752, -0.0007, -0.022, 0.0904
Si, 5.4564, 5.4243, 6.1199, 0.1027, -0.0016, -0.0216
Si, 2.7971, 8.2425, 6.2368, -0.0342, 0.0088, 0.1636
Si, 8.2609, 8.2093, 6.1288, -0.0553, -0.0087, 0.0124
Si, 1.3691, 1.3548, 7.592, 0.0806, -0.0262, -0.0322
Si, 6.8714, 1.2542, 7.5265, 0.0247, -0.0282, -0.1306
Si, 4.0987, 4.0511, 7.5183, -0.1087, 0.0462, 0.0288
Si, 9.6529, 4.0974, 7.4789, -0.0803, 0.0686, -0.1495
Si, 1.381, 6.7813, 7.5037, 0.0986, 0.0576, -0.0992
Si, 6.8678, 6.7905, 7.4189, 0.0921, -0.0332, -0.0817
Si, 4.1989, 9.6994, 7.6213, -0.1064, 0.0078, -0.1026
Si, 9.6662, 9.608, 7.4705, -0.0125, -0.0893, -0.0774
Si, 2.7131, 0.0661, 9.0849, 0.0155, -0.0452, 0.0098
Si, 8.285, -0.0947, 8.9192, -0.0068, -0.0051, 0.0968
Si, 0.0033, 2.7588, 8.9238, -0.1704, -0.0485, 0.0936
Si, 5.5762, 2.7343, 8.821, 0.0097, -0.0502, -0.0167
Si, 2.7129, 5.4052, 8.9032, -0.0288, -0.1329, 0.0001
Si, 8.3286, 5.5172, 8.7992, -0.201, -0.067, 0.034
Si, 0.0136, 8.1697, 8.8355, -0.0209, 0.0272, -0.0606
Si, 5.6538, 8.2392, 8.795, 0.0828, 0.01, 0.0276
Si, 3.4476, 1.6283, 10.8126, 0.066, 0.1121, 0.2968
Si, 9.318, 1.6206, 10.2323, -0.1359, -0.0596, 0.4303
Si, 1.3666, 4.0201, 10.3776, 0.2882, -0.0135, 0.1946
Si, 7.1553, 3.9032, 10.0265, 0.0329, 0.2003, 0.5771
Si, 4.0189, 7.045, 9.9378, -0.1181, 0.0501, 0.4292
Si, 9.2971, 7.1705, 10.1422, 0.6112, -0.4146, 0.3156
Si, 1.6503, 9.2072, 10.1564, 0.1986, -0.1973, 0.5343
Si, 7.6103, 8.8483, 10.0742, -0.6426, 0.6241, 0.145
O, 8.1884, 2.1386, 26.3495, -0.1713, 0.2518, 0.2592
O, 3.0474, 11.8554, 22.3293, -0.0153, -0.069, 0.0814
O, 8.198, 2.7735, 10.6583, 0.0781, -0.0489, -0.435
O, 13.7392, 8.0402, 10.4507, -0.0121, 0.2165, -0.4083
O, 4.9024, 2.0175, 10.1734, -0.0678, 0.0572, -0.2321
O, 2.446, 13.8598, 10.9836, 0.0964, -0.2499, -0.1999
O, 6.7474, 9.5803, 26.9317, 0.1157, -0.1408, 0.6102
O, 1.2626, 4.1605, 26.8876, 0.1277, -0.0304, 0.4752
O, 3.7372, 1.2267, 12.3944, -0.1404, 0.1511, -0.2986
O, 9.8395, 1.0545, 11.7062, 0.0568, 0.0876, -0.4253
O, 1.2874, 9.5602, 11.7561, -0.085, 0.0351, -0.4913
O, 7.3651, 9.0985, 11.6768, 0.157, -0.2086, -0.1247
O, 9.8911, 6.7232, 11.6662, -0.3432, 0.2546, -0.3881
O, 0.6021, 4.656, 11.7107, 0.0076, -0.0074, -0.3431
O, 6.3503, 4.4558, 11.3597, 0.1445, -0.1435, -0.1922
O, 4.7729, 6.5972, 11.3125, 0.0426, -0.0356, -0.1438
O, 4.8659, 0.3664, 26.2865, 0.0371, 0.0397, 0.1351
O, 0.5943, -10.1946, 27.4277, 0.1391, 0.1048, 0.4337
O, 3.2992, 2.5539, 26.2984, -0.0906, 0.1309, 0.1294
O, 10.3589, -0.6077, 25.4635, -0.0387, 0.0897, 0.2078
O, 8.4596, 7.782, 26.0174, -0.0753, 0.0384, 0.2047
O, 10.3741, 5.9295, 25.995, 0.1162, -0.1268, 0.2461
O, 5.1929, 5.5542, 25.9383, 0.3388, -0.299, 0.3982
O, 3.4065, 7.5403, 26.188, 0.0011, 0.0145, 0.2713
Si, 5.837, 4.1231, 21.2296, -0.0948, -0.1233, 0.0454
Si, 0.2985, 8.7303, 16.921, 0.0706, 0.0198, -0.1232
Si, 5.3218, 11.4871, 16.1345, 0.008, 0.1087, 0.026
Si, 6.6527, 7.2282, 14.4528, -0.1664, -0.0839, 0.205
Si, 10.4787, 3.2471, 23.0016, 0.0167, 0.0323, -0.1959
Si, 4.5546, 10.9991, 13.1832, 0.1159, -0.2966, 0.2376
Si, 7.2062, -1.0578, 13.0709, -0.0393, -0.0485, 0.1324
Si, 4.2928, 5.3772, 14.8369, 0.0479, 0.1272, 0.1987
Si, 7.3162, 14.0317, 18.7611, -0.038, 0.0364, -0.0066
Si, 6.5212, 9.3057, 18.1328, -0.0533, 0.0459, -0.0557
Si, 3.117, 5.6498, 20.4986, -0.0269, -0.0577, 0.1676
Si, 4.1253, 8.4761, 20.0867, 0.0107, -0.0607, 0.1368
Si, 8.719, 3.7298, 14.444, -0.0967, -0.0123, 0.2562
Si, 2.4904, -0.2469, 23.4117, 0.1475, 0.0982, -0.1186
Si, 13.6017, 1.466, 17.2483, -0.0326, 0.0263, -0.0645
Si, 7.8353, 0.4184, 19.9812, -0.0397, 0.0706, 0.1292
Si, 9.6206, 4.3599, 17.3385, -0.0419, -0.0133, 0.0235
Si, -0.0788, 1.3919, 20.4856, 0.0608, 0.0769, 0.0989
Si, 8.4394, 7.2128, 16.8855, 0.0116, -0.0288, -0.149
Si, 10.4883, -1.3438, 24.0052, 0.0793, -0.0343, -0.3661
Si, 7.6295, -0.3573, 23.0291, 0.0023, -0.1176, -0.0931
Si, 1.3125, 3.6959, 18.6991, 0.0133, -0.0458, -0.008
Si, 4.0342, 2.2032, 22.7145, -0.076, -0.0035, -0.1437
Si, 8.3227, 13.1669, 24.7447, 0.0972, 0.0153, -0.4834
Si, 6.1415, 14.3155, 15.951, -0.1242, -0.0055, 0.0241
Si, 5.6218, 5.5862, 12.2406, -0.1162, 0.0988, -0.0064
Si, 9.4673, 6.927, 25.0552, -0.0373, 0.0376, 0.0067
Si, 1.6027, 6.8098, 14.6826, 0.286, 0.1404, 0.1564
Si, 9.4718, 0.9574, 13.2928, -0.1129, -0.0776, 0.2895
Si, 5.0052, 8.7135, 23.0853, -0.0863, 0.2996, -0.1267
Si, 3.8555, 12.2421, 25.4435, 0.0422, -0.1186, -0.0355
Si, 12.6001, 10.143, 19.3064, -0.0565, 0.0509, -0.0022
Si, 4.1228, 6.5068, 25.1408, -0.1306, 0.082, -0.0237
Si, 10.5034, 5.5486, 12.6292, 0.0176, -0.0255, 0.2348
Si, 11.89, 0.1851, 15.1086, 0.0005, 0.0197, 0.1674
Si, -2.9617, 4.7491, 23.2631, 0.1182, -0.086, -0.2989
Si, 2.3251, 9.2345, 12.9844, 0.0464, -0.1046, 0.2351
Si, 13.1993, 4.8414, 23.2103, -0.0067, -0.1665, -0.2759
O, 8.8765, 3.2736, 18.313, -0.0094, 0.0155, -0.0184
O, 1.3852, 9.1715, 26.74, -0.1621, 0.1688, 0.3229
O, 0.9398, 8.9521, 18.4201, 0.0114, -0.0078, 0.0562
O, 6.6344, 5.0065, 22.3677, 0.0193, -0.0124, 0.0846
O, 2.5615, 0.4652, 24.8888, -0.0083, 0.0056, 0.1191
O, 7.3192, 0.1324, 21.5018, -0.007, 0.0717, -0.0636
O, 4.9408, 7.3583, 23.9981, -0.0119, -0.1577, 0.1767
O, 7.1981, 4.1231, 14.9434, 0.1634, -0.025, -0.1261
O, 10.4519, 7.959, 24.2287, -0.0346, -0.124, 0.1261
O, 1.1642, 7.6821, 15.9976, -0.0379, -0.0037, 0.0314
O, 0.2242, 4.5315, 17.8226, -0.0114, 0.0164, -0.0167
O, 8.0052, 6.9686, 15.3274, 0.0346, -0.0154, 0.0023
O, 1.8868, -0.7691, 14.2223, 0.0896, -0.0121, -0.0811
O, 5.2753, 6.6745, 15.1867, 0.0706, 0.0142, -0.0697
O, 4.5625, 4.9425, 20.6847, 0.0441, 0.0538, -0.0229
O, 14.0272, 3.5046, 22.8278, -0.0348, 0.0905, 0.068
O, 10.8344, 0.9348, 14.1563, 0.0148, 0.0447, -0.1099
O, 6.9502, 14.9139, 20.0657, 0.0578, 0.0102, -0.0176
O, 5.2696, 2.635, 21.7153, -0.0209, 0.0352, 0.0424
O, 6.2947, 1.776, 15.665, 0.0382, -0.0428, -0.0118
O, 0.0152, 2.0728, 21.9713, -0.0412, 0.0009, 0.0516
O, 9.3416, 0.9997, 20.0845, -0.0291, -0.0449, -0.0641
O, 7.1632, 7.9025, 17.6163, -0.039, 0.0312, 0.0979
O, 6.133, 0.139, 12.7921, -0.0525, 0.0582, -0.047
O, 6.7673, 6.4334, 13.0366, 0.0675, 0.0214, -0.1345
O, 11.6574, 4.3132, 23.4031, 0.0685, 0.0413, 0.1349
O, 2.0889, 4.7345, 19.656, -0.0267, 0.0242, -0.0577
O, 0.3229, 6.1038, 13.975, -0.2111, -0.1043, -0.2594
O, 6.9793, 1.5458, 19.1595, 0.0365, -0.0264, -0.0092
O, 9.6569, 3.8445, 15.7857, 0.0099, -0.0054, -0.0736
O, -1.2164, 8.1832, 17.039, -0.0206, 0.0103, 0.0674
O, 6.3987, 9.5442, 23.4064, 0.0011, -0.0138, 0.0661
O, 3.6172, 9.5198, 23.3946, 0.0968, -0.1238, 0.0736
O, 7.6485, 0.9259, 24.0368, 0.0204, 0.0471, 0.1295
O, 5.1446, 8.9408, 18.9156, 0.0296, 0.0072, -0.0597
O, 2.9059, 9.5541, 20.1754, -0.0239, 0.0081, -0.0461
O, 15.1972, 1.2225, 17.1551, -0.0143, -0.0339, 0.038
O, 3.4079, 7.0522, 19.7393, 0.0237, 0.0233, -0.0614
O, 4.4958, 11.0056, 14.8178, -0.035, 0.0189, -0.1939
O, 8.5224, 6.091, 24.0067, 0.0696, 0.1371, 0.1781
O, 9.8987, 2.4525, 24.3157, -0.0333, -0.0549, 0.1247
O, 2.7391, 5.7352, 15.1638, -0.0774, 0.0054, -0.0725
O, 8.6098, -0.4091, 13.5762, 0.0588, 0.0333, -0.0895
O, -2.3045, 2.2245, 13.8538, -0.0041, -0.0111, -0.1216
O, 4.7053, 1.8615, 24.162, 0.0104, -0.006, 0.1751
O, 17.0863, 10.2933, 16.8729, 0.0108, -0.0561, -0.0045
O, 2.4304, 2.9825, 17.7648, 0.0058, -0.0048, 0.0264
O, 0.7139, -0.0325, 20.3969, 0.0044, -0.0464, -0.0472
O, 2.9189, 5.5874, 24.4984, 0.0751, 0.0373, 0.1468
O, 4.6757, 4.0508, 15.7068, 0.065, -0.0131, -0.0367
O, 6.41, 3.6297, 17.5303, 0.0286, 0.012, 0.0476
O, 3.8899, 9.5926, 12.6582, -0.0264, 0.034, -0.075
O, 11.4717, 2.5204, 19.5015, -0.0007, 0.008, -0.0372
O, 8.8136, 5.765, 17.5176, 0.0168, 0.016, 0.027
O, 2.2877, 7.7032, 13.5072, -0.001, 0.0413, -0.1078
O, -3.412, 3.5987, 24.329, -0.0718, -0.0154, 0.1943
O, 9.149, -1.0022, 23.0984, 0.09, -0.0005, 0.1426
O, 9.2728, 4.6694, 13.2412, 0.0623, 0.017, -0.181
O, 11.9026, 10.0753, 23.2585, -0.1312, -0.0415, 0.147
O, 11.1329, 10.1943, 16.2098, -0.0432, 0.0118, -0.01
O, 6.6091, 8.8409, 14.184, 0.0206, 0.0952, -0.1062
O, 13.0737, 11.2828, 18.274, 0.023, -0.0344, -0.0011
O, 7.6395, 9.9913, 19.1123, 0.0301, -0.0425, -0.0177
O, 4.9647, 8.3698, 21.4865, 0, -0.0581, -0.0465
O, 2.3977, 5.8876, 21.9557, -0.0051, 0.05, 0.0125
O, 1.8708, 1.3114, 15.8344, -0.0392, -0.0264, -0.0351
O, 9.2289, 4.1256, 22.3745, -0.1015, 0.0068, 0.0638
O, 4.5343, 4.9531, 13.278, 0.0401, -0.0314, -0.1195

Results
free energy: -157852.971 eV
free energy less fixed offsets of O -568.88, Si -635.61 eV per atom: -4.751 eV

The program warned: the cutoff lies below the one the program advises for these potential files; the forces do not sum to zero within the program's tolerance; the exchange-correlation potential is rough where the density is thin.
